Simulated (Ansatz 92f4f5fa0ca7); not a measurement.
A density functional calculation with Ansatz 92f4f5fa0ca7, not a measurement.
Periodic cell of 286 atoms, Si144O106H32N4, with a vacuum gap, from a study of silicon, its oxide and their interface. The atomic structure is a simulated model.

Settings
functional: r2SCAN
potential files: Ansatz PAW
basis: plane waves
wave-function cutoff: 800 eV
density cutoff ratio: 5
exchange-correlation grid ratio: 1
k mesh: 1 x 1 x 1, shifted by 0.5 0.5 0 of a step
self-consistency stop: 1e-11 eV per atom in the density residual
occupations: fixed
spin: none
net charge: 0
applied field: sawtooth along c, amplitude -0.015 V/angstrom in the program's sign convention, ramp centred at 0.9897 of c and 0.0206 of c wide, no dipole correction

Cell vectors (angstrom)
a  10.887  0  0
b  0  10.887  0
c  0  0  48.4828

Atoms: element, x, y, z (angstrom)
Si  -0.3247  0.3489  34.6004
Si  3.0328  2.4582  34.8729
Si  -0.3086  5.8104  34.8687
Si  3.1233  7.8776  34.9665
Si  5.1012  0.1156  34.8754
Si  8.2571  2.5338  34.8499
Si  5.4053  5.6737  34.756
Si  8.3425  8.0226  34.8537
Si  1.3362  1.3369  36.0307
Si  4.2171  4.0668  36.0754
Si  1.3846  6.8163  36.1484
Si  4.0701  9.506  36.3261
Si  6.7593  1.2879  36.1268
Si  9.4769  4.1251  36.0977
Si  6.8248  6.8502  36.1893
Si  9.5757  9.6  36.0397
Si  0.0103  2.745  37.4137
Si  2.615  -0.008  37.5192
Si  0.0401  8.2421  37.464
Si  2.7632  5.3907  37.4402
Si  5.483  2.7156  37.5043
Si  8.1753  -0.0255  37.4699
Si  5.4969  8.1781  37.5925
Si  8.1513  5.4502  37.5166
Si  1.3848  4.0617  38.8069
Si  4.0488  1.368  38.8096
Si  1.3253  9.5456  38.9153
Si  4.0825  6.7795  38.8407
Si  6.8118  4.0835  38.876
Si  9.5315  1.3805  38.7978
Si  6.8606  9.5283  38.8972
Si  9.5454  6.8384  38.8028
Si  -0.0333  0.0302  40.2328
Si  2.7077  2.7084  40.2034
Si  0.02  5.4511  40.1406
Si  2.7225  8.1552  40.1929
Si  5.4328  0.0106  40.1645
Si  8.1802  2.7231  40.1912
Si  5.4353  5.4361  40.2243
Si  8.1966  8.1524  40.2309
Si  1.3535  1.3675  41.5937
Si  4.0596  4.0742  41.5586
Si  1.3433  6.8075  41.5301
Si  4.0881  9.5289  41.5294
Si  6.784  1.3681  41.5231
Si  9.5568  4.0863  41.521
Si  6.8112  6.7997  41.5784
Si  9.517  9.5334  41.5879
Si  -0.0174  2.7383  6.964
Si  2.7265  -0.0295  6.9398
Si  -0.0034  8.1544  6.9427
Si  2.6824  5.4458  6.9057
Si  5.414  2.6948  6.9193
Si  8.137  0.0249  6.9178
Si  5.441  8.196  6.9317
Si  8.1999  5.4199  6.9189
Si  1.3344  4.1226  8.3083
Si  4.0639  1.3395  8.3134
Si  1.3515  9.5099  8.3005
Si  4.0353  6.8224  8.2275
Si  6.8325  4.0239  8.2228
Si  9.4937  1.3506  8.3058
Si  6.796  9.5804  8.2898
Si  9.5351  6.7851  8.3103
Si  -0.0218  -0.019  9.6532
Si  2.649  2.7029  9.6238
Si  -0.0022  5.454  9.7386
Si  2.6891  8.1375  9.6611
Si  5.4684  0.0368  9.7088
Si  8.1303  2.6924  9.6845
Si  5.4497  5.4294  9.4452
Si  8.1648  8.1996  9.5943
Si  1.219  1.4169  11.0359
Si  4.1474  4.0641  10.7886
Si  1.3781  6.8075  11.1378
Si  4.0564  9.5291  10.9488
Si  6.8302  1.3657  11.1703
Si  9.4638  4.067  11.0306
Si  6.7173  6.823  10.7927
Si  9.5497  9.4636  11.0267
Si  -0.2514  2.6943  12.5417
Si  2.7074  0.0423  12.2305
Si  -0.0189  8.1702  12.5617
Si  2.8425  5.2887  12.2346
Si  5.3945  2.8721  12.3686
Si  8.2318  -0.1157  12.4696
Si  5.353  8.0705  12.223
Si  8.0604  5.5355  12.1628
Si  1.5692  3.8016  13.5116
Si  3.797  1.6482  13.5555
Si  1.2231  9.8979  13.7064
Si  4.2708  6.524  13.6571
Si  6.5689  4.5192  13.6292
Si  9.6629  0.938  14.0773
Si  6.9869  9.0839  13.5271
Si  9.1859  6.8799  13.712
Si  4.7914  3.7503  17.8339
Si  11.6009  -5.0137  31.9685
Si  6.0182  -1.5206  16.3519
Si  -3.9453  -8.6393  18.9956
Si  -8.1649  -3.0102  18.7945
Si  9.0942  6.7549  21.9782
Si  13.9482  13.1593  29.6399
Si  4.1958  20.4787  20.8599
Si  0.8718  28.3274  20.5396
Si  26.9017  18.4868  30.582
Si  12.3319  12.3599  15.3348
Si  13.2164  18.83  15.7277
Si  7.4137  4.6873  23.6359
Si  5.9815  13.8273  29.9312
Si  11.1951  5.7389  15.667
Si  17.5312  -1.3996  32.6166
Si  6.1034  28.1216  25.9342
Si  16.3847  -12.4566  26.2497
Si  10.6467  19.7413  23.5915
Si  7.2178  9.1807  21.5897
Si  -1.6197  26.8075  30.3483
Si  15.9086  23.1827  21.4239
Si  -4.0104  27.3978  28.9315
Si  -2.2046  1.8036  24.1771
Si  -9.0174  14.0736  32.0951
Si  14.1952  19.2724  28.1742
Si  -2.9942  -10.3791  30.6152
Si  9.7938  23.3633  19.1586
Si  8.0541  10.1942  27.8941
Si  -18.5573  16.0507  19.8966
Si  -2.6829  0.4247  16.9414
Si  15.3315  15.0831  22.4924
Si  -5.0599  17.0402  16.1596
Si  12.252  -4.4836  26.9976
Si  3.3406  -16.0254  24.7654
Si  -6.7285  0.91  16.3656
Si  13.374  7.9733  22.9042
Si  -0.7565  1.1438  26.7727
Si  6.9509  -17.637  32.4505
Si  8.4052  15.6756  15.8374
Si  11.3031  14.5531  28.4371
Si  -0.1982  3.4621  17.2066
Si  -0.4547  -1.7713  26.5726
Si  -23.141  21.9636  21.6719
Si  -4.4989  21.6903  23.8916
Si  24.4643  -2.6643  32.0611
Si  2.0817  10.3548  29.9485
Si  21.669  11.7346  31.6426
O  2.3794  -7.6332  33.6135
O  5.4974  -0.8215  33.5954
O  4.5504  2.7073  29.2174
O  11.2295  -5.5283  33.4541
O  -5.0459  14.3936  31.4508
O  -3.2038  8.6046  33.4796
O  15.0878  6.7453  34.4396
O  6.1962  5.2801  33.3512
O  2.736  20.4918  31.2268
O  11.4007  13.1978  31.9667
O  9.4255  1.5014  34.3747
O  16.8802  4.3839  22.9186
O  7.5025  3.0469  33.5034
O  3.4638  4.4727  23.7627
O  -0.0586  2.7245  18.6284
O  7.3479  10.7839  31.9954
O  -2.6603  4.5461  31.5156
O  8.0756  -2.872  14.175
O  10.891  10.848  33.0229
O  2.5198  11.6573  16.3405
O  -2.4477  2.3831  19.5812
O  7.4918  -1.0506  16.9089
O  4.8783  -0.4622  16.9134
O  1.6092  -16.6279  20.176
O  -20.4105  -3.5515  31.8678
O  9.1512  1.3891  22.6854
O  9.474  0.521  17.962
O  6.0752  9.6155  14.7615
O  -10.4392  26.7226  17.0978
O  9.8925  1.6304  25.2365
O  3.6325  3.9266  18.9547
O  -8.1244  8.2318  17.2356
O  4.6505  1.0784  14.8312
O  10.0124  -1.6539  25.0127
O  -2.1661  0.9084  15.459
O  7.3398  16.629  16.5877
N  11.2655  0.3265  14.5138
O  -3.8192  1.3723  17.625
O  -11.6167  -6.9998  29.5873
O  16.9267  1.653  20.1974
O  10.7873  13.3192  27.5072
O  -2.6912  10.3634  21.0352
O  19.2757  5.4344  22.5786
O  10.3855  9.9687  22.4554
O  -5.1014  20.1024  20.8293
O  -3.3269  3.877  14.7823
O  15.3665  13.2061  17.1244
O  10.3732  0.8115  20.4441
O  25.9931  24.4867  21.9077
O  7.01  31.2528  23.176
O  9.9386  -3.4134  23.1506
O  4.499  19.1665  29.2586
O  -2.9415  29.5223  21.3995
O  6.0875  19.4935  31.3909
O  -0.5873  16.9175  31.0539
O  1.6502  17.9735  21.8531
O  7.5195  0.7792  24.6468
O  6.2468  -7.2495  18.5519
O  12.114  4.9145  14.6498
O  3.5012  8.974  22.1727
O  14.9511  1.2807  34.3476
O  6.5673  20.8191  27.3085
O  10.1746  28.1573  20.8087
O  13.0698  9.2899  14.8833
O  -13.0896  22.5103  27.4136
O  -7.4546  17.9399  14.9651
O  -1.8228  19.8872  27.4393
N  13.2875  2.4549  14.2478
O  11.3188  24.2518  16.0908
O  4.8265  15.992  16.9317
O  11.5137  5.1322  27.7156
O  -12.3301  -3.9885  34.4063
O  -7.3148  -4.3462  19.1211
O  -2.7611  3.321  24.1242
O  0.4205  18.6279  26.7835
O  6.8916  12.5005  30.0014
N  -5.2756  38.4066  14.4573
O  2.6555  17.8223  27.8416
O  12.5682  15.5598  31.4693
O  -5.191  18.646  16.5772
O  15.5064  -5.1614  25.7511
O  13.8218  22.4663  29.3365
O  3.0005  2.4357  31.2423
O  -8.9362  5.7938  25.5995
O  0.1394  10.6403  26.8826
O  -10.2265  10.9377  30.4475
O  7.1453  16.5147  24.9301
O  8.0045  21.1077  29.51
O  14.9477  -16.5794  21.2793
O  1.877  14.044  28.9676
O  20.0113  3.7305  16.8346
O  8.4337  16.786  29.2635
O  23.8391  -1.6249  28.7526
N  20.4708  -5.0637  15.0839
O  12.0868  -3.272  19.3377
O  16.2049  10.3409  25.0056
O  3.4186  7.0821  23.8615
O  0.884  -3.6594  15.7797
O  6.5333  17.0501  27.4709
O  3.9775  0.2992  20.9179
O  6.7045  4.0217  28.9822
O  14.7953  -3.6303  31.5868
O  16.9671  7.932  25.6526
O  14.9118  -12.7024  26.891
O  13.5972  -2.2172  33.6057
O  -5.1052  0.8488  22.7327
O  16.8318  -4.586  30.0807
O  -12.4556  12.0203  31.0328
O  1.3631  -2.1564  23.7868
O  14.3318  9.0989  19.5373
H  2.1681  0.5386  42.5261
H  0.5316  2.1893  42.5261
H  4.8739  3.2449  42.491
H  3.2362  4.8943  42.491
H  2.1582  5.9788  42.4626
H  0.5216  7.6293  42.4626
H  4.916  8.7132  42.4619
H  3.2562  10.3405  42.4619
H  7.6088  0.5493  42.4556
H  5.9492  2.1766  42.4556
H  8.7279  4.901  42.4534
H  10.3677  3.2537  42.4534
H  5.9972  7.6292  42.5109
H  7.6357  5.9805  42.5109
H  10.3351  8.7079  42.5204
H  8.6948  10.3547  42.5204
H  -0.8283  3.5709  6.0316
H  0.8044  1.9165  6.0316
H  3.5583  -0.8412  6.0074
H  1.9118  0.7994  6.0074
H  0.8184  7.3325  6.0102
H  -0.8215  8.9799  6.0102
H  3.5059  4.6257  5.9733
H  1.8675  6.2745  5.9733
H  6.2489  1.8863  5.9869
H  4.5998  3.5241  5.9869
H  8.9593  -0.7965  5.9853
H  7.3122  0.8437  5.9853
H  6.255  7.3665  5.9993
H  4.6131  9.0116  5.9993
H  9.0288  4.6052  5.9865
H  7.3755  6.2391  5.9865

Results
free energy: -154618.607 eV
free energy less fixed offsets of H -15.71, N -386.36, O -570.45, Si -639.56 eV per atom: -6.107 eV

Forces (eV/angstrom), in the order of the atoms: element, x, y, z
Si  -0.0015  -0.0004  -0.0268
Si  -0.0101  0.0082  -0.0244
Si  0.0075  -0.006  -0.0268
Si  -0.0054  0.0073  -0.0263
Si  0.0038  -0.0076  -0.0214
Si  -0.0051  0.0004  -0.0242
Si  0.0027  -0.0001  -0.0224
Si  -0.0029  0.0059  -0.0209
Si  0.0042  0.0049  -0.0133
Si  -0.0031  -0.0053  -0.0102
Si  -0.004  -0.0023  -0.0118
Si  0.0012  0.0006  -0.0132
Si  -0.0026  -0.0028  -0.0139
Si  0.0033  0.0025  -0.01
Si  0.0048  0.005  -0.0071
Si  -0.0035  -0.003  -0.0142
Si  0.0007  -0.007  0.0084
Si  -0.0072  -0.0036  0.0124
Si  0.0042  0.0071  0.001
Si  0.003  0.0031  0.0109
Si  0.0095  0.0109  0.0107
Si  0.0021  -0.0045  0.0013
Si  -0.0048  -0.0004  0.0106
Si  -0.0115  -0.0105  0.0144
Si  -0.0081  -0.0113  0.0091
Si  -0.0003  -0.0079  0.0191
Si  -0.0002  -0.0101  0.0077
Si  -0.0053  0.0018  0.0219
Si  -0.0092  0.0022  0.0063
Si  -0.0016  0.0056  0.0155
Si  0.0125  0.0077  0.0105
Si  0.0108  0.0211  0.0184
Si  -0.0042  0.0098  0.1821
Si  -0.0041  0.0133  0.1973
Si  -0.0036  -0.0078  0.1729
Si  -0.0078  0.0087  0.1629
Si  -0.0065  -0.001  0.1797
Si  0.0141  -0.0206  0.1655
Si  0.0136  -0.012  0.1829
Si  -0.0104  -0.0104  0.1965
Si  -0.0561  -0.0305  0.2248
Si  0.0262  0.0104  0.3374
Si  0.1111  -0.0525  0.3283
Si  0.0034  -0.0479  0.2877
Si  0.0746  0.0414  0.3211
Si  -0.0758  0.0096  0.2243
Si  0.0153  -0.0503  0.2515
Si  0.0078  0.0537  0.384
Si  -0.0581  -0.0492  -0.1722
Si  0.0106  -0.0252  -0.2244
Si  -0.042  -0.0057  -0.2642
Si  -0.0139  0.0895  -0.42
Si  0.0165  0.0017  -0.3375
Si  0.0823  0.0588  -0.3923
Si  -0.1156  0.0359  -0.2796
Si  0.0152  -0.0618  -0.3204
Si  -0.0007  -0.0246  -0.1873
Si  -0.0197  0.019  -0.1831
Si  -0.0425  0.0428  -0.1743
Si  0.0095  0.0078  -0.1798
Si  -0.0075  0.0049  -0.1811
Si  0.0425  -0.0219  -0.1702
Si  0.0028  -0.0307  -0.197
Si  0.0003  0.0127  -0.1877
Si  -0.0026  -0.0024  -0.0098
Si  0.0086  0.0052  -0.0125
Si  -0.0135  -0.0074  -0.0323
Si  0.0063  -0.0084  -0.0216
Si  -0.0042  0.0019  -0.0323
Si  0.0001  0.0073  -0.019
Si  -0.0078  -0.0079  -0.0113
Si  0.0014  -0.001  -0.0119
Si  -0.0021  -0.0039  -0.0059
Si  0.001  0.0093  -0.0065
Si  0.0048  0.0043  -0.0159
Si  -0.0069  -0.0076  -0.0173
Si  0.0019  0.0074  -0.0165
Si  0.0029  -0.0098  -0.0104
Si  -0.0122  -0.0066  -0.006
Si  0.0065  0.0059  -0.0007
Si  0.0127  -0.0009  0.0172
Si  -0.004  0.0123  0.0185
Si  -0.0063  0.0033  0.0092
Si  0.0052  -0.0072  0.019
Si  -0.0075  0.0055  0.0134
Si  0.0004  -0.0116  0.0134
Si  0.0082  -0.0095  0.0135
Si  -0.0065  0.0074  0.0197
Si  -0.0043  -0.0014  -0.0188
Si  -0.0065  -0.0008  -0.0255
Si  -0.0003  -0.0022  -0.0282
Si  -0.0068  -0.0032  -0.0331
Si  0.0034  -0.0058  -0.0288
Si  0.0062  0.0008  -0.0444
Si  0.003  0.0012  -0.0267
Si  -0.0029  0.0001  -0.0274
Si  0.0041  0.0004  -0.0525
Si  -0.0027  0.0037  -0.0599
Si  -0.0022  -0.0056  -0.0622
Si  0.0069  0.0046  -0.0622
Si  0.0028  0.0025  -0.0671
Si  0.009  0.0016  -0.0478
Si  -0.005  0.0013  -0.0497
Si  -0.005  -0.0014  -0.0547
Si  0.0092  -0.005  -0.0566
Si  -0.0043  -0.0088  -0.0752
Si  0.0012  -0.0002  -0.045
Si  -0.0003  -0.0029  -0.0546
Si  0.0008  -0.0036  -0.0625
Si  -0.0003  0.0014  -0.0535
Si  0  -0.002  -0.044
Si  0  0.0064  -0.0682
Si  -0.0033  -0.0092  -0.0747
Si  0.0056  0.0061  -0.0647
Si  -0.0003  -0.0074  -0.0607
Si  -0.0043  0.0014  -0.0473
Si  0.0021  -0.004  -0.0663
Si  0.0038  0.0035  -0.0616
Si  -0.006  0.0124  -0.0746
Si  -0.0104  -0.0006  -0.0587
Si  0.0015  -0.0068  -0.0625
Si  -0.0006  -0.0085  -0.0701
Si  -0.0017  -0.0073  -0.0667
Si  0.002  0.011  -0.0607
Si  0.0006  -0.0044  -0.0776
Si  0.0002  -0.0061  -0.0588
Si  0.0022  -0.0061  -0.0619
Si  -0.0038  -0.0041  -0.0675
Si  0.0063  -0.0026  -0.0508
Si  0.0047  0.0053  -0.0649
Si  0.0069  -0.0012  -0.0725
Si  -0.008  -0.0076  -0.056
Si  -0.0053  0.0026  -0.0647
Si  -0.005  -0.0059  -0.0653
Si  0.0058  -0.004  -0.0814
Si  0.0013  0.0015  -0.0384
Si  -0.0035  0.0013  -0.0655
Si  0.0016  0.0054  -0.0568
Si  0.0005  0.0003  -0.0653
Si  0.0084  0.0073  -0.0655
Si  0.0058  0.0051  -0.0641
Si  0.0064  0.0039  -0.0708
Si  0.0042  -0.0067  -0.063
Si  -0.0021  0.0047  -0.0672
O  0.0132  -0.0072  0.0493
O  -0.0107  0.0127  0.0419
O  0.0029  0.0007  0.0214
O  -0.0112  -0.0017  0.049
O  0.0083  0.012  0.0473
O  0.0124  -0.0135  0.0398
O  0.0034  -0.0039  0.0191
O  -0.0187  0.0137  0.0485
O  0.0032  -0.013  0.0431
O  0.0001  0.003  0.023
O  -0.002  0.0025  0.0185
O  0.0147  0.0058  0.0169
O  0.01  -0.0121  0.0478
O  -0.0088  0.013  0.0401
O  -0.0057  -0.0132  0.0213
O  -0.0097  -0.0136  0.0447
O  -0.0175  -0.0067  0.0465
O  -0.0012  0.0023  0.0082
O  -0.0005  -0.0066  0.0608
O  0.0049  -0.0028  0.0043
O  -0.0008  -0.0013  0.0217
O  0.0056  0.0024  0.0187
O  0.0015  0.0002  0.0166
O  -0.004  0.0048  0.0226
O  -0.0001  -0.0002  0.0229
O  -0.0067  0.0121  0.0473
O  0.0065  0.0064  0.0376
O  -0.0042  0.0028  0.0219
O  -0.0007  -0.0083  0.0185
O  0.0177  -0.0047  0.0485
O  -0.0111  0.0093  0.0304
O  0.0006  -0.0019  0.0481
O  0.0034  -0.0052  0.0357
O  0.0011  0.007  0.0526
O  -0.01  0.0005  0.0341
O  -0.0054  0.0013  0.0225
N  -0.0035  -0.0057  0.0187
O  -0.0045  0.0097  0.0253
O  -0.0156  0.0094  0.0353
O  -0.0168  -0.0092  0.0415
O  0.0114  0.0211  0.0336
O  0.0009  -0.0038  0.0236
O  -0.0079  -0.0102  0.0294
O  0.0087  -0.0134  0.0337
O  0.0111  -0.0001  0.0198
O  0.0059  0.0007  0.0216
O  0.006  0.0173  0.029
O  -0.005  -0.0161  0.043
O  0  0.0085  0.0246
O  -0.0056  0.0074  0.0401
O  0.0081  0.0118  0.0226
O  0.0147  -0.0063  0.0402
O  0.0052  -0.0028  0.0237
O  0.0097  0.0139  0.0396
O  0.0138  0.0043  0.0325
O  0.0108  0.0114  0.0416
O  0.0065  0.0018  0.0193
O  0.0061  -0.0058  0.0289
O  -0.0093  0.0108  0.0258
O  -0.0072  -0.0109  0.0275
O  0.0022  -0.0008  0.0182
O  0.015  0.0059  0.0299
O  -0.0137  0.0038  0.0251
O  0.0073  -0.0109  0.0202
O  -0.008  -0.0047  0.0246
O  -0.0078  0.0095  0.0238
O  -0.01  0.0048  0.0248
N  0.0033  0.0002  0.0207
O  -0.0069  0.0079  0.0252
O  -0.0072  -0.0159  0.0346
O  -0.0068  -0.0169  0.0301
O  -0.002  0.0008  0.0136
O  -0.001  -0.0058  0.0269
O  0.0039  -0.0042  0.0136
O  0.0072  -0.0056  0.0253
O  0.0015  -0.0018  0.0178
N  -0.0013  -0.0021  0.0257
O  0.0095  0.011  0.0278
O  -0.001  0.0021  0.0233
O  -0.0005  0.003  0.0199
O  0.0109  0.0044  0.0335
O  -0.0039  0.003  0.0138
O  -0.0092  0.0105  0.0471
O  -0.0176  0.005  0.0361
O  0.0025  0.0067  0.0262
O  -0.012  0.0073  0.0352
O  -0.0095  0.0154  0.0357
O  -0.0024  0.014  0.0511
O  0.0143  -0.0076  0.0421
O  0.0171  -0.0064  0.0274
O  0.0051  -0.009  0.0225
O  0.0093  -0.0042  0.0276
O  -0.0055  0.0153  0.0336
N  0.0042  -0.0081  0.0191
O  -0.0056  -0.0055  0.0281
O  -0.0095  -0.014  0.0392
O  0.008  -0.0123  0.0333
O  0.0016  0  0.0256
O  0.0104  -0.0097  0.0608
O  0.0038  0.0003  0.0189
O  -0.0032  -0.0111  0.0255
O  -0.013  0.0025  0.0303
O  -0.0006  0.003  0.0232
O  -0.0152  -0.0046  0.0384
O  0.0033  -0.0033  0.0567
O  0.0143  -0.0132  0.0389
O  -0.0086  0.0069  0.0351
O  0.0122  0.0016  0.0366
O  -0.0086  0.0047  0.0206
O  0.0115  0.0102  0.0273
H  -0.2794  0.2748  -0.2714
H  0.3642  -0.3009  -0.2327
H  -0.3208  0.3018  -0.2393
H  0.2842  -0.2921  -0.2596
H  -0.3022  0.2918  -0.2504
H  0.268  -0.3174  -0.3059
H  -0.2799  0.31  -0.2741
H  0.292  -0.2766  -0.2886
H  -0.3252  0.2475  -0.2783
H  0.3524  -0.2601  -0.2738
H  0.3115  -0.2475  -0.2818
H  -0.27  0.3814  -0.2921
H  0.3006  -0.2799  -0.2613
H  -0.3143  0.2602  -0.2442
H  -0.2372  0.3727  -0.2356
H  0.2439  -0.3354  -0.239
H  0.3261  -0.4299  0.2562
H  -0.2099  0.2536  0.3066
H  -0.3906  0.314  0.2579
H  0.2422  -0.2264  0.2904
H  -0.3126  0.3627  0.2667
H  0.2066  -0.2826  0.2951
H  -0.2882  0.2308  0.2921
H  0.2834  -0.4064  0.2203
H  -0.4581  0.2229  0.2334
H  0.255  -0.2678  0.2959
H  -0.2559  0.2371  0.2742
H  0.378  -0.3036  0.2502
H  -0.1891  0.2433  0.3143
H  0.4275  -0.3054  0.2133
H  -0.3226  0.4506  0.2105
H  0.2162  -0.2154  0.3004

The program warned: the cutoff lies below the one the program advises for these potential files; the forces do not sum to zero within the program's tolerance; empty levels may hold ghost states of the PAW files; the exchange-correlation potential is rough where the density is thin.
